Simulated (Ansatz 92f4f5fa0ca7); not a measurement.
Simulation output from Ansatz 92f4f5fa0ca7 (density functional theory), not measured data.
Periodic cell of 225 atoms, Si132O91P2, from a study of silicon, its oxide and their interface. The atomic structure is a simulated model.
Doubt: the cutoff is far below the 930 eV that the study's wrapper takes by default for these files, so forces and energies are approximate.
This geometry differs little from another in the collection (a relaxation step or a small displacement).

Settings
functional: PBE
potential files: Ansatz PAW
basis: plane waves
wave-function cutoff: 580 eV
density cutoff ratio: 5
exchange-correlation grid ratio: 1
k mesh: 1 x 1 x 1, Gamma-centred
self-consistency stop: 5e-08 eV per atom in the density residual
occupations: fixed
spin: none
net charge: 0

Cell vectors (angstrom)
a	10.938	0	0
b	0	10.938	0
c	0	0	31.9494

Atoms: element, x, y, z (angstrom)
P	10.6314	-0.0614	24.2223
Si	5.1413	0.204	24.6776
Si	2.7855	2.255	24.5422
P	8.4752	2.5786	24.4869
Si	10.6869	5.5739	24.3588
Si	5.1237	5.5962	24.447
Si	3.0037	7.995	24.4329
Si	8.4599	7.8676	24.4265
Si	1.2474	1.0026	25.783
Si	6.8444	1.4766	25.775
Si	3.9492	3.9972	25.754
Si	9.6218	3.9919	25.8584
Si	1.3244	6.8179	25.6775
Si	6.8251	6.7112	25.7245
Si	4.0488	9.5165	25.9546
Si	9.5663	9.5229	25.7655
Si	2.644	-0.1326	27.2915
Si	8.1749	-0.0084	27.1017
Si	0.056	2.5931	27.148
Si	5.4154	2.7508	27.1628
Si	2.6554	5.4355	27.1088
Si	8.185	5.3816	27.1534
Si	-0.0007	8.1691	27.1392
Si	5.5218	8.1319	27.154
Si	4.0695	1.3323	28.5193
Si	9.5462	1.3276	28.5164
Si	1.3616	4.0475	28.5171
Si	6.8018	4.0782	28.5502
Si	4.0863	6.7866	28.4871
Si	9.5509	6.7947	28.4906
Si	1.3039	9.4746	28.6283
Si	6.8428	9.5502	28.5117
Si	-0.0228	-0.0087	29.918
Si	5.471	-0.0095	29.8833
Si	2.7454	2.7238	29.8996
Si	8.1982	2.7228	29.8923
Si	-0.0057	5.4482	29.8775
Si	5.4571	5.4666	29.8994
Si	2.7561	8.1591	29.911
Si	8.2197	8.1938	29.8824
Si	1.3673	1.3673	31.2657
Si	6.8362	1.3673	31.2657
Si	4.1018	4.1018	31.2657
Si	9.5708	4.1018	31.2657
Si	1.3673	6.8362	31.2657
Si	6.8362	6.8362	31.2657
Si	4.1018	9.5708	31.2657
Si	9.5708	9.5708	31.2657
Si	2.7345	0	0.6835
Si	8.2035	0	0.6835
Si	0	2.7345	0.6835
Si	5.469	2.7345	0.6835
Si	2.7345	5.469	0.6835
Si	8.2035	5.469	0.6835
Si	0	8.2035	0.6835
Si	5.469	8.2035	0.6835
Si	4.0981	1.377	2.0643
Si	9.5927	1.3517	2.0442
Si	1.3535	4.1352	2.0567
Si	6.8256	4.1346	2.0456
Si	4.0893	6.8468	2.0451
Si	9.5746	6.8382	2.0651
Si	1.363	9.5984	2.0564
Si	6.8284	9.6106	2.0488
Si	0.0305	0.0339	3.4721
Si	5.4853	0.0385	3.4532
Si	2.7176	2.7699	3.4038
Si	8.2529	2.7796	3.343
Si	0.029	5.5159	3.4754
Si	5.4728	5.5249	3.4283
Si	2.7378	8.239	3.4005
Si	8.243	8.2848	3.3862
Si	1.3799	1.4519	4.8448
Si	6.9108	1.474	4.7305
Si	4.0625	4.1515	4.7591
Si	9.5997	4.0802	4.7801
Si	1.3691	6.971	4.8446
Si	6.8425	6.9858	4.7304
Si	4.0966	9.5729	4.7906
Si	9.6247	9.5751	4.8404
Si	2.7603	0.0329	6.1398
Si	8.2974	0.1163	6.0907
Si	0.0177	2.7951	6.3027
Si	5.5141	2.8352	6.073
Si	2.7561	5.5893	6.1398
Si	8.2551	5.595	5.9599
Si	0.0511	8.3029	6.3733
Si	5.5008	8.2983	6.2215
Si	4.4265	1.1772	7.329
Si	9.8144	1.1458	7.619
Si	1.1814	4.4971	7.5035
Si	6.6429	4.5396	7.2494
Si	4.326	6.7029	7.5419
Si	9.7335	6.6086	7.5022
Si	1.285	9.9379	7.7054
Si	6.7243	9.9602	7.4099
O	4.0924	6.8163	24.0449
O	4.0275	1.2654	24.0359
O	9.5557	6.7172	23.9137
O	-0.0219	5.54	8.016
O	5.5749	0.1211	7.9101
O	0.0763	0.0879	8.1473
O	5.536	5.61	7.8829
O	7.6009	3.956	8.439
O	8.735	7.0426	8.7662
O	2.1854	9.4545	9.045
O	8.8954	1.6716	8.9203
O	7.6211	9.4657	8.7087
O	3.6116	1.8115	8.604
O	3.5891	7.2213	8.9498
O	2.0688	4.0004	8.815
O	7.8506	3.9453	23.7179
O	0.4152	4.91	22.9735
O	1.8994	2.7346	23.2417
O	5.574	4.9658	22.9778
O	5.6165	10.0775	23.5199
O	2.6233	8.646	22.9534
O	0.2616	9.6311	23.2329
O	7.8189	8.5741	23.0702
Si	8.6695	7.6863	18.4686
Si	8.7956	6.3526	13.6361
Si	3.8091	1.5192	14.7406
Si	2.1465	5.7053	17.619
Si	2.3768	3.1186	19.5082
Si	9.8238	9.0252	12.0877
Si	1.3982	9.2741	22.0874
Si	9.1874	0.9575	13.2126
Si	1.4267	5.0395	13.0308
Si	1.8029	8.2409	12.8304
Si	6.7089	9.585	22.4363
Si	4.551	4.5724	15.7201
Si	8.2133	3.0107	9.5865
Si	0.8678	8.191	19.2635
Si	6.9938	1.3691	21.1458
Si	8.233	8.3086	9.6786
Si	10.8896	5.1872	15.6048
Si	7.5817	9.4904	16.3417
Si	9.9245	2.0545	20.3045
Si	3.2223	8.5073	9.9246
Si	6.7018	3.3419	17.4641
Si	1.1275	0.1697	19.8526
Si	3.2439	2.8024	12.3072
Si	7.209	5.4057	19.7299
Si	5.7575	8.6545	11.5561
Si	5.7979	6.057	13.2095
Si	4.6496	9.7105	17.6527
Si	0.9839	3.5765	22.1974
Si	4.8893	1.4904	18.8695
Si	3.1988	3.0739	9.5246
Si	6.4685	10.8001	13.8072
Si	10.3619	0.1106	15.9899
Si	5.6685	3.645	11.1607
Si	9.8514	3.8897	11.9099
Si	2.3548	9.9125	15.5654
Si	6.0926	8.1416	19.8346
Si	6.8294	4.0791	22.4458
Si	9.7717	2.7743	17.3917
O	7.2069	6.3666	13.982
O	1.9087	7.0227	18.6559
O	10.2779	4.0274	16.5264
O	6.1817	9.9618	17.0775
O	10.1616	0.6943	14.4852
O	8.445	6.1092	18.9003
O	5.1832	0.6622	14.4432
O	5.7325	2.0463	17.5985
O	8.3279	1.9819	20.4879
O	1.974	4.2564	18.3909
O	6.9697	2.7897	10.6448
O	4.8793	2.6956	12.2268
O	6.0472	4.3644	16.3722
O	4.5664	3.9106	9.9483
O	10.6405	2.7366	21.608
O	9.7317	6.1565	14.9727
O	6.0116	6.5075	19.8883
O	4.1024	0.1667	18.3306
O	9.2752	10.5497	12.2852
O	2.8613	4.3435	12.7234
O	1.813	10.658	21.2882
O	3.9621	2.7261	19.417
O	0.7426	10.0355	15.9877
O	1.2723	9.77	18.8828
O	1.706	1.6159	19.3313
O	8.9544	10.38	16.5175
O	4.8919	8.5866	18.818
O	9.5781	8.7511	10.4953
O	6.7259	4.1047	18.9008
O	2.8552	1.702	13.4147
O	5.8503	8.8166	21.2877
O	2.547	2.4402	10.8849
O	7.5912	4.8604	21.2262
O	5.2184	7.4627	12.5662
O	0.4403	9.0542	12.514
O	7.5958	1.0418	13.5969
O	7.1224	9.6178	14.7687
O	8.9916	5.0264	12.7002
O	8.102	8.0275	16.9408
O	6.3487	2.5571	22.074
O	2.4634	9.0497	14.1322
O	0.4354	4.4807	11.8595
O	0.894	8.1922	20.9306
O	9.3928	3.8167	10.3562
O	9.6658	2.3802	12.5482
O	7.642	8.5644	19.4194
O	2.5594	8.1625	11.3804
O	4.0039	3.0328	15.3856
O	0.8223	4.4637	14.432
O	10.111	3.0028	18.9768
O	9.1487	7.7997	12.9515
O	10.4742	0.5198	20.0894
O	6.0419	5.029	11.9423
O	8.1637	2.7372	17.087
O	3.5506	5.4421	16.737
O	4.6735	9.1245	10.4037
O	1.5411	6.6601	13.1927
O	4.7831	5.4655	14.3583
O	1.9715	3.8466	20.9173
O	10.5588	1.4058	16.9671
O	0.964	6.0424	16.5423
O	7.4431	10.9469	21.9142
O	5.881	0.9663	20.0435
O	6.0894	10.0081	12.422
O	2.8577	0.5349	15.6144
O	7.0594	8.0004	10.7835
O	10.2626	7.9787	18.7058
O	3.4606	9.2018	16.6059

Results
free energy: -137178.074 eV
free energy less fixed offsets of O -568.88, P -755.39, Si -635.61 eV per atom: 1.306 eV

Forces (eV/angstrom), in the order of the atoms: element, x, y, z
P	-0.0022	0.0013	-0.0014
Si	0	-0.0026	-0.0029
Si	-0.0014	0	-0.0017
P	0.0002	0.0002	0.0013
Si	0.0017	-0.0005	-0.0005
Si	-0.0133	0.0073	-0.0222
Si	0.0094	-0.0117	-0.0255
Si	-0.0018	0.0001	-0.0007
Si	0.0011	-0.0005	-0.0019
Si	-0.0012	0.003	0.0003
Si	0.0058	-0.0061	-0.0004
Si	-0.0031	-0.0013	-0.0011
Si	-0.0016	0.0011	0.0033
Si	0.0061	-0.0006	0.003
Si	-0.0051	0.0069	0.0008
Si	-0.0007	0.001	0.0037
Si	0.0016	0.0002	0.0045
Si	0.0015	-0.0021	-0.0039
Si	-0.0004	-0.001	-0.0016
Si	-0.0016	-0.0025	0.0002
Si	-0.0042	0.0005	0.0033
Si	0.0003	-0.0012	0.0004
Si	-0.001	-0.0008	-0.0004
Si	0.0052	0.0007	0.0059
Si	-0.0001	-0.0012	0
Si	0.0008	0.0013	0.0024
Si	-0.0015	0.001	-0.0015
Si	0.0014	0.0003	-0.0009
Si	0.0001	0.0012	0.0038
Si	-0.0025	0.0005	0.0023
Si	0.0028	0.0012	-0.0054
Si	-0.0014	-0.0015	-0.0003
Si	-0.0004	0.0029	0.0013
Si	-0.0019	0.0015	0.0001
Si	0.0011	-0.0052	0.0003
Si	0.0011	-0.0001	0.0007
Si	0.0007	0.0016	-0.0001
Si	0.0013	-0.0002	0.0006
Si	0.0019	-0.0004	0.0015
Si	0.0026	-0.0027	-0.0006
Si	0.0398	0.0406	-0.0408
Si	0.0511	-0.0439	-0.0565
Si	-0.0128	-0.0457	0.0383
Si	-0.0839	-0.0974	-0.0835
Si	0.043	-0.2698	-0.0316
Si	0.0324	0.099	-0.1308
Si	0.066	-0.0724	-0.0769
Si	-0.1606	-0.1286	0.1317
Si	0.0208	0.0787	0.0153
Si	-0.0291	0.0488	-0.0874
Si	0.0463	0.0772	0.0497
Si	-0.0368	0.0618	0.0877
Si	-0.0766	-0.0258	-0.0259
Si	0.0214	0.1158	-0.0228
Si	-0.0065	0.0671	0.1146
Si	0.0486	0.1249	0.1012
Si	-0.0002	-0.0003	-0.0001
Si	0.0021	-0.0013	0
Si	-0.0017	0.0005	0.0002
Si	-0.0019	0.0001	-0.0011
Si	0.001	0.0009	-0.0002
Si	0.0009	-0.0006	-0.0002
Si	-0.002	-0.0002	-0.0007
Si	-0.0027	-0.0012	-0.0002
Si	-0.0001	0.0003	-0.002
Si	0.0006	0.001	-0.0004
Si	0.0022	-0.0011	0.0011
Si	-0.001	0.0004	0.0044
Si	-0.0002	-0.0001	-0.002
Si	0.0014	-0.0011	0.0003
Si	0.0011	-0.0005	0.0008
Si	0.0005	-0.0016	0.0018
Si	0.0009	0.0008	0.0004
Si	0.0004	0.0003	0.0003
Si	0.0009	-0.0004	0.0001
Si	-0.0006	-0.0006	-0.0002
Si	-0.0001	0.0006	0.0004
Si	0.0008	-0.0006	0.0001
Si	0.0004	0.0001	-0.0001
Si	0.0003	-0.0011	0.0007
Si	0	-0.0011	0.0017
Si	-0.0008	0.0008	0
Si	0.0002	0.0004	0.0007
Si	0.0002	-0.0002	0.0001
Si	0.0002	-0.0009	0.0013
Si	-0.0005	0.0005	0
Si	0.0004	0.0005	0.0012
Si	0.0001	-0.0003	0.0005
Si	0.0007	-0.0008	-0.0024
Si	0.001	-0.0008	-0.0002
Si	-0.0001	0.0008	-0.0013
Si	-0.0003	0.0004	-0.0025
Si	0.0003	-0.0007	-0.0012
Si	0.0008	-0.0005	-0.0015
Si	-0.0001	-0.0005	-0.0027
Si	-0.0005	0.0003	-0.0005
O	0.0009	0.0089	0.0203
O	0.0006	-0.0002	-0.0013
O	-0.0016	0.0004	-0.0025
O	-0.0001	-0.0005	0.0013
O	0.0004	0.0004	0.0015
O	-0.0002	0.0005	0.0012
O	0.0002	0	0.0018
O	0.0002	0.0001	0.0004
O	0	0	0.0006
O	0.0003	-0.0001	0.0009
O	-0.0002	0.0003	0.0006
O	0.0001	0.0001	0.0003
O	0	0.0001	0.0011
O	0.0001	0.0002	0.001
O	0.0002	-0.0001	0.0005
O	-0.0009	0.0053	-0.003
O	-0.0014	-0.0007	0.0006
O	0.002	-0.0026	0.0035
O	0.0012	-0.0004	0.0045
O	0.0008	0.0005	0.0005
O	0.0035	-0.0033	0.0088
O	-0.0003	-0.0052	-0.0037
O	0.0013	0.0003	0.0002
Si	0.0001	-0.0003	-0.0004
Si	0.0004	-0.0003	-0.0007
Si	0.0002	-0.0001	-0.0004
Si	0.0003	-0.0003	-0.0001
Si	0.0003	0	-0.0003
Si	0.0002	-0.0002	-0.0009
Si	0.003	-0.0014	-0.0013
Si	0.0004	-0.0002	-0.0007
Si	0.0001	-0.0002	-0.0006
Si	0.0003	-0.0002	-0.0008
Si	-0.0009	0.0004	0.0002
Si	0.0003	-0.0001	-0.0004
Si	0.0005	-0.0002	-0.0007
Si	0.0003	-0.0001	-0.001
Si	-0.0003	-0.0001	-0.0006
Si	0.0002	-0.0001	-0.0008
Si	0.0004	-0.0004	-0.0004
Si	0.0003	-0.0002	-0.0004
Si	0	-0.0004	-0.0014
Si	0.0003	0	-0.0012
Si	0.0003	-0.0004	-0.0003
Si	-0.0001	0.0004	-0.0012
Si	0.0004	-0.0001	-0.0006
Si	-0.0002	0.0002	-0.0004
Si	0.0002	-0.0002	-0.0009
Si	0.0002	-0.0002	-0.0007
Si	0.0003	-0.0003	-0.0001
Si	0.0012	0.0025	-0.0003
Si	0.0003	-0.0001	-0.0006
Si	0.0005	0	-0.0009
Si	0.0004	-0.0003	-0.0007
Si	0.0002	-0.0001	-0.0005
Si	0.0002	-0.0001	-0.0008
Si	0.0002	-0.0002	-0.0007
Si	0.0004	-0.0002	-0.0005
Si	-0.0005	-0.0006	0.0002
Si	-0.0006	0.0003	0.0019
Si	0	-0.0002	-0.0005
O	0.0002	-0.0002	0.0007
O	0	0.0001	0.0008
O	0.0004	0.0001	0.0003
O	0.0006	-0.0001	0.0004
O	0.0002	-0.0001	0.0005
O	0.0005	-0.0002	0.0005
O	0.0004	-0.0002	0.0006
O	0.0004	-0.0002	0.0007
O	-0.0006	-0.0004	0.0004
O	0.0001	0	0.0003
O	0.0001	-0.0001	0.0006
O	0.0002	-0.0001	0.0006
O	0.0001	-0.0001	0.0006
O	0	-0.0002	0.0005
O	-0.0002	-0.0007	0.0009
O	0.0001	0	0.0005
O	0.0008	-0.0003	0.0006
O	0.0003	-0.0003	0.0006
O	0.0002	-0.0003	0.0007
O	0.0002	-0.0003	0.0006
O	0.0002	0.0002	0.0014
O	0.0003	-0.0006	0.0003
O	0.0003	-0.0002	0.0006
O	0.0003	-0.0008	0.0009
O	0.0004	-0.0001	0.0007
O	0.0003	-0.0002	0.0005
O	0.0002	0.0001	0.0001
O	0.0001	-0.0001	0.0006
O	0.0004	-0.0002	0.0007
O	0.0002	-0.0002	0.0004
O	0.0004	0.0005	0.0003
O	0.0001	-0.0003	0.0006
O	0.0004	-0.0008	0.0017
O	0.0002	-0.0002	0.0006
O	0.0002	-0.0003	0.0007
O	0.0002	-0.0002	0.0008
O	0.0002	-0.0001	0.0005
O	0.0003	-0.0002	0.0008
O	0.0002	-0.0002	0.0003
O	0.0011	-0.0026	-0.0008
O	0.0002	-0.0003	0.0006
O	0.0003	-0.0002	0.0006
O	-0.0006	0.0007	0.0018
O	0.0001	-0.0003	0.0005
O	0.0004	-0.0001	0.0006
O	0.0005	-0.0001	0.0003
O	0.0001	-0.0002	0.0008
O	0.0003	-0.0003	0.0005
O	0.0004	-0.0001	0.0006
O	0.0003	-0.0002	0.0006
O	0.0003	-0.0002	0.0006
O	0.0001	-0.0003	0.0005
O	0.0003	-0.0002	0.0006
O	0.0001	-0.0001	0.0005
O	0.0006	-0.0004	0.0003
O	0.0001	-0.0002	0.0007
O	0.0002	-0.0003	0.0006
O	0.0003	-0.0001	0.0006
O	-0.0001	-0.0007	0.0001
O	0.0004	-0.0004	0.0005
O	0.0001	-0.0002	0.0003
O	-0.0007	-0.0001	0.0004
O	0.0012	0.0003	0.0022
O	0.0002	-0.0002	0.0006
O	0.0002	-0.0001	0.0005
O	0.0002	-0.0001	0.0007
O	0.0004	-0.0001	0.0007
O	0.0001	-0.0003	0.0006

The program warned: the cutoff lies below the one the program advises for these potential files; the exchange-correlation potential is rough where the density is thin.
